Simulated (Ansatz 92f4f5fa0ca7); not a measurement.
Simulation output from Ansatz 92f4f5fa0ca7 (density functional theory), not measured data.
Periodic cell of 216 atoms, Si133O82H1, from a study of silicon, its oxide and their interface. The atomic structure is a simulated model.
Doubt: the cutoff is far below the 930 eV that the study's wrapper takes by default for these files, so forces and energies are approximate.

Settings: functional PBE; potential files Ansatz PAW; basis plane waves; wave-function cutoff 580 eV; density cutoff ratio 5; exchange-correlation grid ratio 1; k mesh 1 x 1 x 1, Gamma-centred; self-consistency stop 5e-08 eV per atom in the density residual; occupations fixed; spin none; net charge +1 e, with a uniform compensating background and no finite-size correction.

Cell vectors (angstrom)
a	10.938	0	0
b	0	10.938	0
c	0	0	31.5698

Atoms and the computed forces on them: element, x, y, z (angstrom), force x, y, z (eV/angstrom)
Si	0.4309	-0.5521	24.2366	-0.4356	0.4077	-0.1908
Si	4.7025	0.5237	24.0458	0.3296	-0.5556	-0.2121
Si	3.1637	2.3676	24.0669	-0.4581	0.4718	-0.4644
Si	7.6735	3.2102	24.1364	0.5105	-0.2252	-0.3777
Si	-0.7638	6.2546	24.2839	0.4172	-0.5548	-0.0135
Si	5.9666	4.9417	24.3303	-0.4774	0.281	0.0665
Si	1.9858	8.5825	24.1234	0.2809	-0.5958	-0.3003
Si	8.6144	8.0791	24.1473	-0.1334	0.7191	-0.1313
Si	1.365	1.3788	25.2965	-0.019	-0.0097	0.0887
Si	6.6945	1.3588	25.2663	-0.1654	0.0112	-0.0188
Si	4.1149	4.0178	25.4956	0.1966	0.1403	0.0851
Si	9.4272	4.2234	25.3585	0.1248	0.0173	0.0161
Si	1.2145	6.8775	25.5217	-0.1435	-0.1486	-0.102
Si	6.8419	6.9343	25.3294	-0.0166	-0.1167	-0.0968
Si	3.9018	9.5858	25.2724	0.0175	-0.0122	0.0533
Si	9.5987	9.5887	25.5981	0.1165	0.1394	0.0812
Si	2.6819	0.0261	26.7848	-0.0787	0.0142	-0.0672
Si	8.1314	0.0673	26.7339	0.0028	-0.0133	0.0493
Si	-0.0367	2.7865	26.679	-0.0507	-0.0269	-0.0495
Si	5.4784	2.6827	26.8318	-0.0453	-0.0315	0.0913
Si	2.7055	5.4688	26.7405	0.0418	0.0328	0.142
Si	8.1445	5.5538	26.8182	0.0149	0.0764	-0.0787
Si	-0.0217	8.2232	26.9285	-0.0542	0.0381	0.1454
Si	5.3925	8.2581	26.6811	0.004	0.0507	-0.0517
Si	4.1018	1.3673	28.1516	-0.0721	-0.3883	0.3107
Si	9.5708	1.3673	28.1516	-0.1479	0.3647	-0.6189
Si	1.3673	4.1018	28.1516	-0.1857	-0.0513	-0.4555
Si	6.8362	4.1018	28.1516	-0.111	0.0935	0.1487
Si	4.1018	6.8362	28.1516	-0.095	0.0732	-0.5807
Si	9.5708	6.8362	28.1516	-0.2571	-0.1703	0.8176
Si	1.3673	9.5708	28.1516	0.1521	0.3901	0.6759
Si	6.8362	9.5708	28.1516	-0.3497	0.1172	-0.5953
Si	0	0	29.5188	0.0728	-0.071	0.007
Si	5.469	0	29.5188	-0.1152	-0.0882	0.0498
Si	2.7345	2.7345	29.5188	-0.0026	-0.0765	-0.0391
Si	8.2035	2.7345	29.5188	0.1692	0.0614	0.019
Si	0	5.469	29.5188	-0.0783	-0.0611	0.022
Si	5.469	5.469	29.5188	-0.0097	-0.0894	-0.0184
Si	2.7345	8.2035	29.5188	0.0612	0.0636	0.0389
Si	8.2035	8.2035	29.5188	0.0397	-0.1312	0.0027
Si	1.3673	1.3673	30.8861	-0.0386	0.0601	0.0032
Si	6.8362	1.3673	30.8861	-0.042	0.0231	-0.0546
Si	4.1018	4.1018	30.8861	-0.0339	0.05	0.0013
Si	9.5708	4.1018	30.8861	0.0077	0.045	-0.0086
Si	1.3673	6.8362	30.8861	-0.0315	-0.0142	-0.0497
Si	6.8362	6.8362	30.8861	-0.0217	0.0608	0.013
Si	4.1018	9.5708	30.8861	0.0544	-0.0038	0.0031
Si	9.5708	9.5708	30.8861	-0.0646	0.0551	-0.0065
Si	2.7345	0	0.6835	0.0564	-0.0919	-0.0279
Si	8.2035	0	0.6835	0.0102	0.0427	0.009
Si	0	2.7345	0.6835	-0.0017	-0.0396	0.0294
Si	5.469	2.7345	0.6835	0.0672	-0.0746	0.0139
Si	2.7345	5.469	0.6835	-0.0118	0.0312	0.014
Si	8.2035	5.469	0.6835	0.1299	-0.1297	-0.0217
Si	0	8.2035	0.6835	0.0489	-0.0559	0.0034
Si	5.469	8.2035	0.6835	-0.0599	-0.0219	0.0411
Si	4.1018	1.3673	2.0507	-0.1037	0.0619	-0.0854
Si	9.5708	1.3673	2.0507	-0.0682	-0.0508	0.0365
Si	1.3673	4.1018	2.0507	0.0807	0.1096	0.0567
Si	6.8362	4.1018	2.0507	0.0322	0.2154	-0.0695
Si	4.1018	6.8362	2.0507	-0.0371	-0.1119	0.0306
Si	9.5708	6.8362	2.0507	-0.1124	0.0498	-0.078
Si	1.3673	9.5708	2.0507	-0.0278	0.1051	-0.0401
Si	6.8362	9.5708	2.0507	0.0411	0.0229	0.0414
Si	0	0	3.418	0.1165	-0.3652	-0.3481
Si	5.469	0	3.418	-0.3369	-0.096	0.6216
Si	2.7345	2.7345	3.418	0.4004	-0.4256	-0.5478
Si	8.2035	2.7345	3.418	0.08	-0.1089	0.3456
Si	0	5.469	3.418	0.2548	0.3905	0.4901
Si	5.469	5.469	3.418	0.2323	-0.0493	-0.8965
Si	2.7345	8.2035	3.418	-0.0847	0.0616	0.7739
Si	8.2035	8.2035	3.418	0.444	-0.1898	-0.5452
Si	1.4285	1.3079	4.716	-0.0225	0.017	0.0187
Si	6.8727	1.3134	4.8272	0.1239	0.0575	-0.0225
Si	4.2314	4.0103	4.6849	0.0919	0.1612	-0.013
Si	9.6178	4.0942	4.7974	-0.0612	-0.103	-0.0741
Si	1.3915	6.8443	4.9252	0.0342	0.0841	-0.0385
Si	6.8215	6.8564	4.7001	-0.2004	0.061	-0.11
Si	4.0854	9.5577	4.9152	-0.0606	-0.0653	-0.0733
Si	9.6767	9.4419	4.7542	-0.0051	-0.0309	0.1053
Si	2.6268	-0.0014	6.3036	0.0933	-0.0979	-0.1802
Si	8.2991	-0.1393	6.0444	-0.1091	0.032	-0.0196
Si	0.1558	2.7321	6.0552	0.1036	0.0121	0.186
Si	5.5468	2.7209	6.212	0.1319	-0.0999	0.2021
Si	2.9626	5.388	6.0279	-0.0017	-0.0617	0.0621
Si	8.1785	5.5121	6.0199	0.41	-0.1745	0.2686
Si	-0.0165	8.2267	6.4737	-0.0092	-0.2162	-0.1017
Si	5.5782	8.1585	6.2065	0.0099	0.0808	0.1253
Si	3.675	1.8143	7.3707	0.3399	-0.3774	0.208
Si	10.0258	0.963	7.1404	-0.0827	0.1569	-0.5899
Si	2.0767	3.5812	7.2244	-0.2958	0.4579	-0.2829
Si	6.6611	4.4971	7.4739	-1.2963	0.3389	-1.6169
Si	4.7613	6.251	7.3626	-0.3762	0.427	0.2876
Si	8.9014	7.2428	7.4497	0.4174	-0.089	-0.409
Si	0.7132	10.2283	7.6776	0.2985	-0.226	0.5993
Si	7.4454	9.0598	7.4109	-0.3861	0.3545	0.1819
O	7.76	4.0235	8.9599	0.5219	-0.2873	0.5022
O	7.4007	9.3336	9.0678	0.1136	-0.0173	-0.1878
O	8.4774	6.7182	9.0386	-0.3302	-1.0926	0.2367
O	0.8323	10.1885	9.3901	-0.0429	0.0909	-0.7324
O	4.0864	1.3424	8.9307	0.0431	0.1213	-0.1476
O	1.9274	4.3918	8.6665	-0.1259	-0.0362	0.2554
O	9.2216	1.6979	8.3742	-0.8838	1.1535	0.8976
O	4.1093	6.8458	8.7762	0.1541	-0.2663	-0.3381
O	8.5467	9.0638	22.7192	-0.0226	-0.3991	0.3036
O	8.2853	2.7957	22.617	-0.1207	0.265	0.4949
O	5.0865	5.2763	22.9731	0.1517	-0.1714	0.1699
O	8.0908	2.8844	19.9307	0.1254	-0.1865	0.2329
O	10.7718	10.586	22.6888	0.2333	-0.1217	0.1941
O	-0.3974	6.1799	22.6698	-0.1136	0.2181	0.0396
O	1.8352	7.8414	22.5826	-0.0414	0.2999	0.3253
O	4.6706	-0.0757	22.4696	-0.2212	0.1549	0.5251
Si	8.806	5.2347	9.6602	1.4816	1.9891	1.5129
Si	0.3649	10.3252	10.9492	-0.0021	-0.2431	0.4981
Si	4.3678	7.0818	10.3524	-0.1741	0.0339	0.4321
Si	1.9072	9.9814	16.2165	0.1029	-0.1047	0.2712
Si	-4.6937	6.4457	14.9873	-0.0557	0.0523	0.3403
Si	1.9154	3.1612	18.4222	0.1498	-0.0826	-0.0048
Si	14.2265	6.549	14.2742	0.0787	0.0503	0.3969
Si	5.4472	0.1328	21.0604	0.1023	-0.0365	-0.4814
Si	3.8241	-0.0752	13.9443	0.0255	-0.0085	0.3288
Si	5.3418	0.9717	9.8892	-0.7978	-0.1398	0.6875
Si	8.0954	2.358	9.3248	0.8247	-2.7351	0.7408
Si	0.3779	12.6537	16.3268	0.0511	-0.0712	0.2921
Si	0.9515	6.6328	21.8702	-0.0778	0.0887	-0.207
Si	4.6808	1.6933	18.5461	-0.0376	0.0979	0.0254
Si	7.9918	1.9119	21.2825	-0.1566	0.0206	-0.4263
Si	2.7477	8.7835	12.2821	0.0938	-0.0392	0.5147
Si	6.87	3.8823	19.4401	-0.1203	0.1355	-0.1163
Si	6.1956	-4.6171	17.8976	-0.0317	-0.0122	0.1746
Si	4.283	2.4628	12.3729	-0.2869	0.1123	0.633
Si	10.3759	2.2605	11.3006	0.7959	-0.0295	0.7257
Si	5.1621	5.4524	21.3821	0.1801	0.065	-0.398
Si	-1.7996	-3.9776	14.1813	-0.0628	0.2058	0.4504
Si	2.7482	8.714	18.6035	0.0271	0.0754	0.0794
Si	-4.5146	3.5581	14.2578	-0.2547	0.0016	0.4228
Si	2.9237	4.9109	11.8099	0.3005	-0.0618	0.5466
Si	11.7594	4.4775	9.8297	0.8942	-0.1618	0.5492
Si	5.4489	-2.6867	20.1149	-0.0236	-0.0205	-0.3818
Si	10.3765	8.3587	16.5301	0.0748	-0.0415	0.1959
Si	2.5594	3.9691	21.295	-0.0102	0.1063	-0.3301
Si	-1.8325	4.3924	12.7358	0.0801	-0.2212	1.2424
Si	8.9661	10.9567	15.3409	-0.012	-0.1043	0.3184
Si	10.9624	8.4128	19.5675	0.2379	0.1842	-0.2492
Si	6.5344	9.2093	10.4463	0.0626	-0.2551	0.4101
Si	-1.4454	10.0866	21.7988	0.1338	-0.1331	-0.2642
Si	-4.8752	0.8145	15.8444	-0.1208	-0.0028	0.2212
Si	8.8612	9.559	12.5093	0.2338	-0.113	0.5959
Si	3.0744	5.9293	17.394	0.1653	0.0503	0.0828
O	0.2366	0.8913	11.5898	-0.1451	0.2135	-0.1985
O	2.8986	5.2236	13.4094	-0.0774	-0.0985	-0.3534
O	8.8093	2.1569	10.8118	-0.966	0.5598	-0.9108
O	6.1578	4.839	15.2075	0.0762	-0.1119	-0.1295
O	3.9532	4.5971	20.7002	-0.0797	-0.0461	0.0656
O	2.7742	2.896	22.5038	0.2106	-0.3549	0.5393
O	-9.9012	0.2866	16.7532	-0.0531	0.0539	-0.0777
O	4.222	5.6645	11.1495	0.1003	0.0159	-0.2388
O	5.2376	1.7284	11.3133	0.3144	-0.188	-0.5505
O	2.4415	18.1025	18.2241	-0.0528	-0.0378	0.0278
O	10.2771	3.2315	12.628	-0.1075	-0.0387	-0.4684
O	5.1526	7.0727	21.1951	-0.0789	-0.0432	0.1721
O	4.5284	0.6691	19.8151	0.0419	-0.0488	0.1478
O	3.1859	8.0418	10.9108	0.0012	-0.0054	-0.2382
O	-4.5821	2.2793	15.2239	0.064	0.1344	-0.1858
O	2.5364	-0.5398	14.7977	0.028	0.0369	-0.2028
O	1.7427	3.2863	20.0508	0.0056	0.0287	0.1345
O	8.666	5.0534	11.2969	-0.3862	0.0174	-1.7378
O	5.3419	0.9132	17.2847	0.0504	-0.0613	-0.059
O	11.3892	7.0671	20.3788	0.1389	-0.2365	0.2837
O	-1.1402	1.3696	15.7691	0.0075	0.08	-0.08
O	6.5274	7.0407	16.4749	0.0133	-0.0055	-0.1201
O	1.3739	-1.3778	11.9567	-0.117	0.1151	-0.2408
O	6.4695	1.3535	21.3643	-0.0403	0.0258	0.1406
O	-3.7795	5.0268	18.2749	-0.0156	0.0008	0.0408
O	-2.0298	-0.2161	13.6954	-0.0082	-0.0085	-0.3577
O	-1.1372	9.7515	11.1876	-0.0258	0.0788	-0.2459
O	9.9282	-1.6575	20.4506	-0.1866	0.1651	0.3337
O	10.4106	5.1923	9.2925	-1.0999	-0.2573	-0.3287
O	12.4433	5.2875	11.0857	-0.441	-0.0323	-0.4039
O	-5.5801	10.3219	10.2213	0.0479	0.2069	-0.1958
O	5.8335	7.7382	10.6193	0.1087	0.001	-0.1838
O	0.5465	2.5882	17.7238	-0.0885	-0.0366	-0.1232
O	2.2406	4.6077	17.7614	-0.0459	-0.0055	0.0138
O	1.8091	5.2717	21.8701	-0.0497	0.053	0.138
O	0.9862	8.6359	16.0852	-0.0471	0.0374	-0.092
O	-4.79	-1.3214	20.6855	0.035	0.1727	0.1795
O	7.3741	9.4536	11.8401	-0.2392	0.0523	-0.3847
O	3.1231	3.307	11.6114	-0.0594	0.0387	-0.1243
O	15.8211	6.9567	14.2548	-0.0039	0.0023	-0.1174
O	6.5079	4.7791	20.7658	0.0138	0.0082	0.1225
O	-9.7436	13.4366	15.1572	-0.0363	0.1215	-0.2061
O	-1.1617	16.5083	13.6303	-0.0563	-0.2438	-0.3989
O	-3.4258	-4.0795	14.0828	0.0928	0.0073	-0.2018
O	-1.3821	-1.2631	16.1137	-0.0542	0.107	-0.087
O	10.2735	8.0408	18.1276	-0.0387	-0.036	0.0077
O	9.473	8.2216	13.225	-0.0169	0.0736	-0.2793
O	3.558	12.3568	13.3731	0.055	0.0996	-0.2108
O	-3.0954	3.7046	13.4895	0.3088	0.0566	-0.4154
O	5.6382	2.9594	18.9112	0.027	-0.0012	0.0196
O	4.0118	-2.1587	19.5882	-0.0084	-0.0232	0.0875
O	6.7376	1.4725	9.2117	0.7947	1.0143	-0.3987
O	-3.4538	0.0883	15.9778	0.0652	-0.018	-0.0379
O	6.3714	7.5531	18.9629	-0.0184	-0.0216	0.0322
O	12.3308	9.2943	19.3066	-0.1229	-0.0901	0.0346
O	2.8902	6.2518	15.81	-0.0247	0.024	-0.2542
O	2.4846	7.7628	13.5373	-0.0182	0.0782	-0.2332
O	8.8769	0.5536	21.2257	0.0644	-0.0767	0.0989
O	-7.8422	9.6136	17.2821	-0.0775	0.0071	-0.1112
O	3.9476	9.8085	12.7118	-0.0128	-0.0505	-0.221
O	4.6473	5.785	17.8279	-0.0424	-0.0394	-0.0204
O	5.2242	3.5073	13.1757	-0.0025	-0.0655	-0.28
O	3.1894	2.1765	18.1164	-0.0242	0.0214	0.0031
O	11.326	2.9648	10.1987	-0.1657	0.0151	-0.2484
O	5.1691	-0.0943	14.8383	-0.0299	-0.0601	-0.1644
O	-1.1918	7.1127	15.6867	-0.0435	-0.0607	-0.1799
H	-10.2236	13.7214	14.3586	0.0517	-0.1008	0.1594

Results
free energy: -131201.499 eV
free energy less fixed offsets of H -15.97, O -568.88, Si -635.61 eV per atom: -1.239 eV

The program warned: the cutoff lies below the one the program advises for these potential files; the exchange-correlation potential is rough where the density is thin.
